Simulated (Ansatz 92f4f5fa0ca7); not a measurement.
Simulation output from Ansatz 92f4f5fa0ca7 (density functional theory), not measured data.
Periodic cell of 288 atoms, Si196O92, from a study of silicon, its oxide and their interface. The atomic structure is a simulated model.
Doubt: the cutoff is far below the 930 eV that the study's wrapper takes by default for these files, so forces and energies are approximate.
This geometry differs little from another in the collection (a relaxation step or a small displacement).

Settings: functional PBE; potential files Ansatz PAW; basis plane waves; wave-function cutoff 580 eV; density cutoff ratio 5; exchange-correlation grid ratio 1; k mesh 1 x 1 x 1, Gamma-centred; self-consistency stop 5e-08 eV per atom in the density residual; occupations fixed; spin none; net charge 0.

Cell vectors (angstrom)
a, 11.6015, 0, 0
b, 0, 10.938, 0
c, 0, 0, 40.3282

Atoms: element, x, y, z (angstrom)
Si, 0, 0, 0.9665
Si, 3.8672, 0, 0.9665
Si, 7.7343, 0, 0.9665
Si, 1.9336, 1.3673, 0.9665
Si, 5.8008, 1.3673, 0.9665
Si, 9.6679, 1.3673, 0.9665
Si, 0, 5.469, 0.9665
Si, 3.8672, 5.469, 0.9665
Si, 7.7343, 5.469, 0.9665
Si, 1.9336, 6.8362, 0.9665
Si, 5.8008, 6.8362, 0.9665
Si, 9.6679, 6.8362, 0.9665
Si, 1.9336, 2.7345, 39.3611
Si, 5.8008, 2.7345, 39.3611
Si, 9.6679, 2.7345, 39.3611
Si, 0, 4.1018, 39.3611
Si, 3.8672, 4.1018, 39.3611
Si, 7.7343, 4.1018, 39.3611
Si, 1.9336, 8.2035, 39.3611
Si, 5.8008, 8.2035, 39.3611
Si, 9.6679, 8.2035, 39.3611
Si, 0, 9.5708, 39.3611
Si, 3.8672, 9.5708, 39.3611
Si, 7.7343, 9.5708, 39.3611
Si, 0, 0, 4.8337
Si, 3.8672, 0, 4.8337
Si, 7.7343, 0, 4.8337
Si, 1.9336, 1.3673, 4.8337
Si, 5.8008, 1.3673, 4.8337
Si, 9.6679, 1.3673, 4.8337
Si, 0, 5.469, 4.8337
Si, 3.8672, 5.469, 4.8337
Si, 7.7343, 5.469, 4.8337
Si, 1.9336, 6.8362, 4.8337
Si, 5.8008, 6.8362, 4.8337
Si, 9.6679, 6.8362, 4.8337
Si, 1.9336, 2.7345, 2.9001
Si, 5.8008, 2.7345, 2.9001
Si, 9.6679, 2.7345, 2.9001
Si, 0, 4.1018, 2.9001
Si, 3.8672, 4.1018, 2.9001
Si, 7.7343, 4.1018, 2.9001
Si, 1.9336, 8.2035, 2.9001
Si, 5.8008, 8.2035, 2.9001
Si, 9.6679, 8.2035, 2.9001
Si, 0, 9.5708, 2.9001
Si, 3.8672, 9.5708, 2.9001
Si, 7.7343, 9.5708, 2.9001
Si, 3.8965, 0.9497, 29.2053
Si, 6.4692, -0.6406, 29.4605
Si, 3.8198, 2.2842, 21.7829
Si, 1.6634, -2.7518, 30.9675
Si, 10.1667, 6.4654, 20.7623
Si, 11.4973, -1.0469, 31.2338
Si, 1.4486, 6.0131, 32.109
Si, 5.6684, 8.0926, 31.8138
Si, 3.0193, 7.1132, 22.9578
Si, -0.4903, 11.2919, 22.5469
Si, 3.0474, 4.4232, 31.1222
Si, 5.2256, 3.7518, 32.1346
Si, 5.4406, 0.9733, 24.0719
Si, 0.6446, -0.3242, 25.3208
Si, 13.55, 2.3721, 31.3259
Si, -0.2704, 2.8485, 30.5449
Si, 2.8244, 7.4268, 29.0176
Si, 3.5202, 8.8902, 32.3394
Si, 7.5153, 9.601, 31.4982
Si, 3.074, 9.6441, 26.9922
Si, 7.5455, 4.4983, 31.5092
Si, -1.881, 14.4058, 32.129
Si, 8.6104, 11.4851, 27.5716
Si, 9.8965, 6.9575, 28.9563
Si, -0.0642, 0.0587, 33.3986
Si, 3.7476, -0.0143, 33.5733
Si, 7.6017, 0.2029, 33.3515
Si, 1.8678, 1.386, 33.5007
Si, 5.5809, 1.5658, 33.4086
Si, 9.6045, 1.5004, 33.5074
Si, -0.4511, 5.1656, 33.2688
Si, 4.4113, 5.2914, 33.8307
Si, 7.8972, 5.6538, 33.5593
Si, 2.8014, 7.03, 33.6731
Si, 6.0226, 6.9163, 33.7989
Si, 9.7605, 7.0509, 33.5618
Si, 1.9014, 2.7412, 35.4536
Si, 5.833, 2.6926, 35.4916
Si, 9.6732, 2.7286, 35.5218
Si, -0.0166, 4.1372, 35.4244
Si, 3.9, 3.9821, 35.6464
Si, 7.7679, 4.1257, 35.434
Si, 1.9618, 8.2205, 35.5286
Si, 5.8226, 8.3557, 35.5965
Si, 9.6608, 8.3037, 35.5242
Si, 0.0032, 9.6235, 35.3996
Si, 3.8488, 9.6313, 35.5393
Si, 7.7222, 9.7367, 35.393
Si, 0, 0, 37.4275
Si, 3.8672, 0, 37.4275
Si, 7.7343, 0, 37.4275
Si, 1.9336, 1.3673, 37.4275
Si, 5.8008, 1.3673, 37.4275
Si, 9.6679, 1.3673, 37.4275
Si, 0, 5.469, 37.4275
Si, 3.8672, 5.469, 37.4275
Si, 7.7343, 5.469, 37.4275
Si, 1.9336, 6.8362, 37.4275
Si, 5.8008, 6.8362, 37.4275
Si, 9.6679, 6.8362, 37.4275
Si, 1.9512, 2.6661, 6.8046
Si, 5.798, 2.7188, 6.7778
Si, 9.6993, 2.7059, 6.7645
Si, 0.0359, 4.0736, 6.7753
Si, 3.8567, 4.0607, 6.7461
Si, 7.7562, 4.0414, 6.7088
Si, 1.8898, 8.1871, 6.7693
Si, 5.7587, 8.1884, 6.7524
Si, 9.6161, 8.1844, 6.7756
Si, -0.0481, 9.5511, 6.7968
Si, 3.8272, 9.5402, 6.7569
Si, 7.6822, 9.5595, 6.7541
Si, -0.0311, -0.0623, 8.78
Si, 3.9164, -0.1365, 8.7487
Si, 7.6682, -0.0039, 8.6761
Si, 1.928, 1.2305, 8.7361
Si, 5.7171, 1.3688, 8.734
Si, 9.6121, 1.3325, 8.6923
Si, -0.0218, 5.4541, 8.7036
Si, 3.8249, 5.4042, 8.6757
Si, 7.6767, 5.3532, 8.6321
Si, 1.9448, 6.8564, 8.7239
Si, 5.778, 6.7263, 8.6085
Si, 9.637, 6.769, 8.6821
Si, 0.6403, -1.6803, 18.7496
Si, 7.3987, 4.0064, 10.5933
Si, 7.2661, 4.5501, 14.4853
Si, -2.2678, 1.1376, 12.3788
Si, -0.2179, 0.0479, 12.6687
Si, 2.032, 6.393, 12.2011
Si, 0.6613, 3.6088, 14.1061
Si, 2.1601, 8.2316, 10.6886
Si, 14.6952, 11.2021, 13.7291
Si, 0.144, 9.5355, 10.7706
Si, -0.2366, 14.9851, 10.6044
Si, 8.3651, 14.8695, 20.8442
Si, -5.2099, 4.573, 18.7334
Si, 6.0859, -3.0934, 10.6298
Si, 13.3066, 2.6552, 10.6035
Si, -1.6721, 2.8493, 18.3696
Si, 9.3608, 6.833, 12.4733
Si, 5.21, 0.3574, 12.2824
Si, 4.3414, 6.5173, 17.7295
Si, 5.581, 2.6369, 16.3087
Si, 9.4895, 6.0804, 25.043
Si, -1.7854, 8.1612, 10.5906
Si, 7.5524, 10.4606, 12.5513
Si, 5.4712, 2.5284, 10.8328
O, 11.5186, -40.3805, 27.4353
O, 11.3612, 16.6639, 21.5852
O, 2.5606, 11.1965, 15.3494
O, -8.2701, -3.4876, 21.3811
O, 32.3589, -6.1562, 26.0223
O, 14.346, -20.6299, 30.3374
O, 4.2015, 12.4225, 20.3732
O, 2.4632, 28.8005, 13.706
O, 39.1436, -20.6679, 22.9
O, 5.0598, 27.3716, 18.7964
O, -4.0001, -5.372, 18.2707
O, 3.7262, 16.6625, 23.4164
O, 40.8771, 18.6986, 24.6108
O, 19.4965, -5.4679, 15.6758
O, 29.4018, 16.854, 22.6736
O, -0.615, 20.9515, 19.4554
O, 1.4473, 17.7351, 23.2747
O, 15.5952, 2.9799, 16.0772
O, 26.357, 5.2052, 11.8333
O, 13.1838, 19.7684, 20.0071
O, 19.9459, 28.3591, 23.9424
O, 37.5701, -12.3001, 13.3651
O, 18.9021, -13.6059, 15.114
O, 29.1289, 8.8455, 28.8453
Si, 1.6097, 9.9723, 15.9986
Si, 9.4012, 13.4659, 14.2221
Si, 4.2664, 9.4866, 10.7562
Si, 14.4704, 15.0402, 16.4586
Si, -4.4064, 5.9633, 11.9385
Si, 12.6094, 3.8174, 18.8096
Si, 9.652, 8.441, 31.617
Si, -18.3351, 19.797, 24.7448
Si, 28.5443, 3.5902, 25.25
Si, -4.6032, -3.7336, 23.365
Si, 10.2579, 9.6638, 20.8889
Si, 14.7336, 8.3383, 20.0289
Si, 4.9398, 21.9493, 19.9393
Si, 5.2166, 7.4968, 29.5536
Si, 31.3466, 14.5852, 26.7021
Si, 24.6902, 12.6755, 12.7654
Si, 8.682, 16.2802, 17.0832
Si, 3.4484, 14.371, 27.5598
Si, -5.5679, 11.2384, 16.8859
Si, 11.786, 4.366, 28.7677
Si, 11.9986, 5.5456, 23.0673
Si, 28.9617, 8.4308, 15.6464
Si, 11.4903, 16.314, 12.5663
Si, 30.6878, -0.8503, 21.7052
Si, 14.064, 5.0551, 28.9153
Si, 10.9376, 28.4113, 18.4942
Si, 22.6618, 10.0818, 14.9101
Si, -4.2364, -5.5687, 29.2151
Si, 9.3969, -8.2334, 10.5963
Si, 20.0874, 8.5754, 13.9766
Si, 7.8263, 9.4187, 10.4766
Si, 16.6499, 4.8054, 23.1663
Si, 11.116, 0.7515, 29.5516
Si, 13.0725, 13.8247, 21.8498
Si, -2.6348, 22.6527, 16.6096
Si, 10.0084, 8.8746, 26.6539
Si, -3.4197, 12.1929, 22.7097
Si, 3.1222, 19.2002, 14.3141
Si, 0.7641, 2.0038, 27.0979
Si, 3.5588, 15.012, 10.641
O, 5.5009, 33.0955, 18.4289
O, -6.9197, 14.6318, 21.9877
O, 9.2601, 1.4114, 18.075
O, -8.1947, 10.7734, 28.1143
O, 7.6317, 10.8186, 16.8243
O, 1.0938, 25.9146, 23.0008
O, -9.1507, -2.3757, 15.7798
O, -5.3406, -29.4238, 15.0142
O, 28.4051, 33.1172, 29.9581
O, -0.061, 13.6296, 18.312
O, 15.1018, -5.3188, 16.6341
O, 8.5696, 23.7701, 15.4896
O, 1.6898, 25.9679, 15.3185
O, 32.8612, 33.3389, 28.8226
O, 30.3537, 0.2192, 28.2289
O, 22.4855, 13.9208, 14.7891
O, 12.0281, -9.3387, 21.9435
O, 46.8152, -5.6382, 18.4817
O, 4.4226, 19.9736, 26.2947
O, 13.9008, 2.4816, 26.8448
O, 8.3424, -4.3617, 28.6778
O, -2.6264, -0.7645, 26.6099
O, 53.6825, -13.3286, 22.4011
O, 9.3932, 14.826, 17.2354
O, 3.417, 7.4633, 18.6797
O, 9.8426, -4.484, 17.2678
O, -1.9893, 7.4909, 25.8809
O, 13.7808, -0.6289, 25.7912
O, 11.3826, -1.5078, 26.0132
O, -3.0526, 14.7936, 13.7429
O, -13.2035, 40.0079, 30.555
O, -2.9825, 23.9199, 26.8336
O, 17.0581, 21.252, 24.3049
O, 40.9398, 10.5982, 20.9597
O, 13.001, 21.1117, 17.6255
O, 21.8146, 18.984, 21.284
O, -17.7636, -47.2651, 16.9065
O, -30.0655, 8.0736, 14.4152
O, 6.8747, 3.9506, 20.156
O, 13.9511, 14.5731, 17.9301
O, 34.0767, 5.6753, 24.2548
O, 9.7297, 0.9804, 23.2376
O, 21.9261, 0.0722, 16.0729
O, -2.0724, 14.3109, 19.8447
O, -2.7673, 16.4419, 21.143
O, 22.4601, 16.6515, 28.542
O, 35.4439, 11.8353, 28.3229
O, 3.5927, -46.3144, 23.8291
O, -11.4735, -3.0473, 18.04
O, -6.6332, 12.9061, 25.2738
O, 0.2265, -9.7341, 25.7775
O, 21.541, 8.8703, 14.7399
O, -28.6363, 14.2844, 17.6765
O, 27.5524, -6.7511, 26.4155
O, -3.3451, 2.7854, 22.0177
O, 35.2274, 21.4915, 23.7037
O, -12.9515, 19.3057, 28.2016
O, 2.3599, 8.3537, 27.7028
O, 27.1737, -1.2205, 19.9889
O, 16.9736, -0.9567, 16.0561
O, 17.4661, 6.0447, 29.0218
O, 18.4887, 3.7556, 25.6923
O, 1.344, -18.2746, 20.3772
O, 8.6716, -22.8487, 20.5788
O, 52.9103, 5.5146, 13.4124
O, 27.5285, 2.3587, 28.4717
O, 53.3969, 23.3358, 23.821
O, -3.9291, -6.8483, 28.2202

Results
free energy: -176908.320 eV
free energy less fixed offsets of O -568.88, Si -635.61 eV per atom: 8.200 eV

Forces (eV/angstrom), in the order of the atoms: element, x, y, z
Si, -0.0103, 0.0884, -0.021
Si, 0.0044, 0.0047, -0.0053
Si, 0.0048, 0.0603, -0.0388
Si, -0.0007, -0.0553, 0.0059
Si, -0.0084, -0.0468, 0.0108
Si, -0.0025, -0.0083, 0.0128
Si, 0.0041, 0.0914, -0.0103
Si, -0.0036, -0.0145, 0.0142
Si, 0.0052, 0.0518, -0.0212
Si, 0.0076, -0.0226, 0.0215
Si, -0.0016, 0.0033, 0.0173
Si, 0.0033, -0.0344, 0.0059
Si, 0.0188, 0.1034, -0.0889
Si, -0.0007, 0.0746, -0.0649
Si, 0.0431, 0.0084, -0.0194
Si, -0.042, -0.1088, -0.0006
Si, 0.0308, 0.0903, 0.1268
Si, -0.0086, -0.0759, -0.0085
Si, 0.0106, 0.0152, 0.0284
Si, -0.0103, -0.0597, 0.0645
Si, -0.0216, -0.0039, 0.0566
Si, 0.0013, -0.1471, -0.0667
Si, -0.0005, 0.0153, 0.0281
Si, 0.0317, -0.1464, -0.096
Si, -0.0719, -0.0626, 0.1607
Si, -0.0485, -0.0066, 0.0194
Si, -0.0643, 0.0108, -0.0603
Si, 0.0138, -0.1605, 0.03
Si, -0.0162, -0.1345, 0.0602
Si, 0.0993, -0.1172, -0.0916
Si, 0.101, -0.0978, 0.0782
Si, -0.0369, -0.0449, 0.0045
Si, 0.0299, -0.0145, -0.1724
Si, -0.0738, -0.061, -0.037
Si, -0.0264, -0.12, -0.0819
Si, -0.0818, -0.0498, 0.0211
Si, -0.0148, 0.0751, 0.0232
Si, -0.0094, 0.0694, 0.0141
Si, -0.0122, 0.0165, -0.0078
Si, -0.0187, -0.0564, -0.0181
Si, -0.0141, 0.0006, 0.0041
Si, -0.0007, -0.0086, -0.0324
Si, -0.0051, 0.0241, -0.0197
Si, -0.004, -0.0064, -0.023
Si, 0.0171, 0.0182, -0.0305
Si, 0.0078, -0.0941, 0.0316
Si, -0.0072, -0.0362, 0.0251
Si, 0.0045, -0.0401, 0.0024
Si, 0.0002, -0.0019, 0.0013
Si, -0.0004, 0.0009, 0.0008
Si, 0.0032, -0.0021, 0.0014
Si, -0.0034, -0.0053, 0.0006
Si, 0.0007, -0.001, 0.0025
Si, 0.0022, -0.0015, 0.0017
Si, 0.0002, 0.0175, -0.0173
Si, -0.002, -0.0063, 0.0088
Si, -0.0002, -0.0015, 0.0007
Si, 0.0016, -0.0027, 0.0013
Si, 0.0199, -0.0112, -0.0006
Si, -0.0072, 0.0128, 0.0168
Si, -0.0009, -0.0044, 0.0022
Si, -0.0024, -0.0016, 0.0016
Si, -0.0067, -0.01, 0.0018
Si, 0.0029, -0.0007, 0.0025
Si, -0.008, -0.0004, -0.0007
Si, 0.0055, -0.0028, 0.0007
Si, -0.0005, 0.0004, 0.0017
Si, 0.0038, -0.0049, 0.0021
Si, -0.0006, 0.0104, -0.0009
Si, 0.0008, -0.0012, 0.0023
Si, -0.0019, -0.0021, 0.0003
Si, -0.0018, -0.0005, 0.0014
Si, -0.0001, 0.0004, 0.0012
Si, -0.0007, -0.0002, 0.0041
Si, -0.0009, -0.0007, 0.0003
Si, 0.0003, 0.001, 0.0008
Si, -0.0013, -0.0011, -0.0019
Si, 0.001, -0.0013, 0.0016
Si, -0.0085, -0.0135, 0.008
Si, 0.0233, -0.0316, 0.0011
Si, 0.0017, -0.0163, -0.0087
Si, 0.0029, 0.0162, 0.0098
Si, -0.0231, 0.0238, 0.0104
Si, -0.0025, 0.0089, -0.0005
Si, 0.0043, -0.0004, 0.001
Si, 0.0018, 0.003, -0.0013
Si, 0.001, -0.0005, 0
Si, -0.0001, 0.0009, -0.0004
Si, -0.004, 0.0066, -0.005
Si, -0.0016, -0.0017, 0.0035
Si, -0.0001, -0.0008, 0.0012
Si, 0.0038, -0.0073, -0.0092
Si, 0.0006, 0.0017, 0.0009
Si, -0.0002, -0.0002, -0.0002
Si, 0.0019, -0.0009, -0.0053
Si, -0.0023, 0, 0.0032
Si, 0.1444, 0.069, -0.3274
Si, 0.0119, 0.426, 0.4444
Si, 0.0569, 0.2717, -0.0515
Si, -0.1213, 0.0483, -0.154
Si, 0.2415, -0.188, 0.1564
Si, -0.0193, -0.0875, 0.2225
Si, 0.0097, 0.1102, -0.413
Si, -0.0474, 0.1119, 0.3243
Si, -0.0106, 0.0038, -0.3078
Si, -0.085, -0.0274, 0.1409
Si, 0.1001, 0.2025, 0.0708
Si, -0.0917, 0.2355, -0.0672
Si, 0.0001, -0.0001, -0.0004
Si, -0.0004, 0, 0.0009
Si, -0.0001, 0, 0.0003
Si, 0.0001, -0.0004, 0.0001
Si, -0.0001, -0.0005, 0.0001
Si, -0.0001, 0.0003, 0.0001
Si, -0.0006, 0.0004, 0.0005
Si, 0.0001, 0.0001, 0.0001
Si, -0.0003, 0.0002, 0.0004
Si, -0.0002, -0.0011, 0.0003
Si, 0.0003, 0.0001, 0.0008
Si, -0.0003, -0.0001, 0.0002
Si, 0.0001, -0.0005, 0.0021
Si, -0.0006, -0.0017, 0.0006
Si, -0.0008, -0.0005, 0.0004
Si, 0.0012, -0.0006, 0.0004
Si, 0.0016, -0.0003, -0.0004
Si, 0.0004, -0.0003, 0.0011
Si, 0.0002, -0.0005, 0.0012
Si, 0.0009, -0.0007, 0.0008
Si, 0.0002, -0.0001, -0.0006
Si, -0.0006, -0.0005, -0.0001
Si, -0.0005, -0.0006, 0.0005
Si, -0.0001, -0.0001, 0.0003
Si, -0.0011, -0.004, 0.002
Si, 0.002, -0.0014, -0.0001
Si, -0.0005, 0.0008, -0.0009
Si, -0.0033, -0.0014, -0.0007
Si, 0.0007, 0.0005, 0.0029
Si, 0.0012, -0.0007, 0.0035
Si, 0.0032, -0.0008, 0.0018
Si, -0.0005, 0.0022, -0.0006
Si, -0.0004, -0.0012, 0.0018
Si, 0.0013, -0.0016, -0.004
Si, 0.001, 0.0007, -0.0005
Si, 0.0009, -0.0002, 0
Si, -0.0004, 0, 0.0004
Si, 0.0016, -0.0017, -0.0007
Si, -0.0009, -0.0001, 0.0009
Si, 0.0008, -0.0015, 0.0007
Si, -0.0007, 0.0009, -0.0013
Si, 0.0005, -0.0014, 0.0015
Si, -0.0005, -0.0012, 0.0004
Si, -0.0005, -0.0008, -0.0002
Si, -0.0001, -0.0006, 0.0011
Si, -0.0001, -0.0006, 0.0007
Si, 0.0007, 0.0004, -0.0001
Si, -0.0008, -0.0005, -0.0005
O, 0.0016, -0.0002, 0.004
O, 0.0001, -0.0022, 0.0004
O, 0, -0.0004, -0.001
O, -0.0002, -0.0001, -0.0006
O, -0.0003, -0.002, 0.0003
O, -0.0001, 0.0036, 0.0022
O, -0.0005, -0.0006, 0.0008
O, -0.0002, -0.0003, 0.0001
O, 0, -0.0008, 0.002
O, -0.0001, -0.0006, 0.0004
O, -0.0001, -0.0012, 0
O, -0.0002, -0.0018, 0.0003
O, -0.0016, 0.0011, 0.0012
O, 0, -0.0004, 0.0008
O, -0.0004, -0.002, 0.0003
O, 0, -0.0015, 0.0009
O, 0.0005, -0.0012, 0.0003
O, 0.0009, -0.0014, 0.0006
O, -0.0008, -0.0014, -0.0011
O, 0.0036, -0.0013, -0.0004
O, -0.0005, -0.0011, 0.0001
O, 0.0007, -0.0002, 0.0001
O, 0.003, -0.0009, -0.0017
O, -0.0031, -0.0008, -0.0013
Si, 0.0005, 0, -0.0013
Si, 0.0013, -0.0001, -0.0004
Si, -0.0023, 0.001, -0.0008
Si, -0.0011, -0.0003, -0.0009
Si, -0.0003, 0.0005, 0.0013
Si, -0.0011, 0, -0.0017
Si, 0.0014, -0.0061, 0.0005
Si, -0.0001, 0.0019, 0.0051
Si, -0.0006, -0.0016, 0.0026
Si, 0.0008, -0.0015, 0.0015
Si, 0.0008, -0.005, -0.0009
Si, -0.0025, 0.0013, 0.0002
Si, -0.0004, -0.0031, 0
Si, 0.0066, 0.0025, 0.0002
Si, 0.0011, 0.0002, 0.0012
Si, -0.0005, 0, 0.0002
Si, 0.0009, -0.0009, 0.0012
Si, 0.0033, -0.0059, -0.0038
Si, -0.0003, -0.0016, -0.0009
Si, -0.0049, -0.0002, -0.0067
Si, -0.0017, -0.0003, 0.0014
Si, -0.0016, -0.0007, -0.0004
Si, 0.0001, -0.0011, -0.001
Si, -0.0012, -0.0021, 0.0037
Si, -0.0048, 0.0063, -0.002
Si, 0.0007, -0.0006, 0.0005
Si, -0.0021, -0.0023, 0.0005
Si, -0.0004, -0.0056, 0.0054
Si, -0.0023, -0.0005, -0.001
Si, -0.0045, -0.0008, 0.0015
Si, 0.0005, 0.0009, -0.0006
Si, -0.0004, 0.0014, 0.0001
Si, 0.0003, -0.004, -0.0072
Si, -0.0007, -0.0003, 0.0012
Si, 0.0037, -0.0023, 0.0023
Si, -0.0001, -0.0012, 0
Si, -0.0024, -0.0011, -0.0011
Si, -0.0014, -0.0002, -0.001
Si, -0.003, 0.0003, -0.0007
Si, -0.0008, 0.0011, 0
O, 0.0007, -0.0009, 0.0008
O, -0.0006, -0.0018, -0.0005
O, 0.0002, -0.0011, -0.0035
O, -0.0014, -0.0077, -0.0035
O, 0.0009, 0.0002, 0.0006
O, 0.0004, -0.0026, -0.0004
O, -0.0002, -0.001, 0.0018
O, -0.0011, -0.0012, 0.0019
O, -0.0014, -0.0002, -0.0002
O, -0.0012, -0.0006, 0.0012
O, 0.0004, -0.0003, 0.0009
O, 0.0001, -0.0011, 0.0002
O, -0.0007, -0.0007, 0.0001
O, 0.0022, -0.0005, 0.003
O, 0.0003, -0.0005, -0.0003
O, -0.0034, -0.0007, -0.0001
O, -0.0001, -0.0008, 0.0006
O, 0, -0.0011, 0.0007
O, -0.0052, 0.004, -0.0029
O, 0.0004, 0.0016, 0.0018
O, 0.0037, -0.001, 0.0013
O, 0.0001, -0.0004, 0.0012
O, 0.0005, 0.0003, -0.0017
O, -0.0004, -0.0007, 0.0005
O, 0.0006, -0.0009, 0.0007
O, -0.0001, -0.0012, 0.0005
O, 0.0003, -0.0015, 0.0007
O, 0.0013, -0.0018, 0.0017
O, 0.0007, -0.0009, 0.0003
O, 0.0019, -0.0028, 0.0008
O, 0.0019, -0.001, -0.0017
O, 0.0002, -0.0012, 0.0005
O, -0.0033, -0.0035, 0.0036
O, 0.0007, -0.0006, -0.0005
O, 0.0009, -0.0005, -0.0008
O, -0.0001, 0.0008, -0.0001
O, 0.0001, -0.0005, 0.0001
O, 0.0007, -0.0007, 0.0009
O, 0.0003, -0.0015, 0.001
O, -0.0001, -0.0017, 0.0007
O, 0.001, -0.0012, -0.0003
O, 0, 0.0008, 0.0011
O, -0.0049, 0.0001, -0.0008
O, -0.0008, -0.0014, 0.0011
O, -0.0004, -0.0029, 0.0005
O, -0.0002, -0.0013, 0.0031
O, -0.001, -0.0021, 0.0035
O, 0.0018, 0.0007, 0.0024
O, 0.0003, 0.0004, 0.0015
O, 0.0016, -0.0031, -0.0022
O, 0.0005, -0.0013, 0.0014
O, 0.0044, 0.0046, 0.0021
O, -0.0003, -0.0015, 0.0002
O, -0.0031, -0.001, 0.0029
O, 0.0002, -0.003, 0.001
O, -0.0005, -0.0005, -0.0009
O, -0.0003, -0.0013, 0.0018
O, 0.0081, 0.0037, -0.0025
O, -0.0008, -0.0037, -0.0002
O, 0.0002, -0.0004, 0.0021
O, -0.0044, -0.0015, -0.0002
O, 0.0002, -0.0019, 0.0009
O, 0.0005, -0.0017, 0.0019
O, -0.0006, -0.0013, -0.0005
O, 0, -0.0005, 0.0004
O, 0.0008, -0.0018, 0.003
O, -0.0003, -0.0005, -0.0008
O, -0.0004, 0.0009, 0.0009

The program warned: the cutoff lies below the one the program advises for these potential files; the exchange-correlation potential is rough where the density is thin.
